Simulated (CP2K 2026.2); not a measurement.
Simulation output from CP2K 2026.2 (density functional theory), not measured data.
Periodic cell of 526 atoms, Si368O158, from a study of silicon, its oxide and their interface. The atomic structure is a simulated model.
Doubt: the forces sum to 1.24 eV/angstrom along one axis rather than to zero, so they err by at least 0.0024 eV/angstrom per atom on average; the grid cutoff is modest.

Settings: functional PBE; method Gaussian and plane waves; basis set DZVP-MOLOPT-SR-GTH; pseudopotentials GTH-PBE; grid cutoff 350 Ry, relative cutoff 50 Ry; k points Gamma only; occupations fixed; spin none; net charge 0.

Cell vectors (angstrom)
a 15.3871 0 0
b 0 15.3871 0
c 5.7234 4.3691 39.3809

Atoms and the computed forces on them: element, x, y, z (angstrom), force x, y, z (eV/angstrom)
Si 16.998 4.257 31.276 0.162 0.003 0.557
Si 16.598 7.276 30.678 0.042 0.079 0.122
Si 17.116 12.48 31.232 0.146 -0.098 0.63
Si 17.952 16.001 33.485 0.287 -0.186 0.576
Si 5.053 4.353 33.293 0.028 0.023 0.03
Si 5.976 8.248 31.212 -0.284 -0.124 0.559
Si 5.994 11.38 30.521 -0.01 -0.004 0.159
Si 5.966 16.23 31.22 -0.212 -0.147 0.567
Si 9.184 3.975 31.327 0.229 0.193 0.53
Si 9.096 8.381 31.147 0.262 -0.03 0.592
Si 9.029 11.529 30.482 0.068 0 0.139
Si 9.054 16.183 31.282 0.279 -0.281 0.655
Si 13.904 3.707 31.2 -0.432 0.171 0.514
Si 13.837 8.304 31.361 -0.376 -0.093 0.408
Si 14.202 11.283 30.948 -0.091 -0.048 0.074
Si 13.451 15.989 31.269 -0.185 0.107 0.579
Si 6.109 4.041 31.186 -0.249 0.111 0.585
Si 5.013 8.173 33.342 -0.009 -0.009 0.056
Si 4.916 12.087 33.361 -0.195 -0.052 0.652
Si 4.994 15.934 33.348 -0.024 -0.04 0.025
Si 9.665 17.805 34.643 -0.067 -0.008 -0.021
Si 10.173 8.177 33.248 0.011 0.002 0.038
Si 10.148 12.074 33.368 0.239 -0.077 0.595
Si 10.155 15.872 33.362 -0.014 0.034 -0.016
Si 12.699 4.285 33.21 0.019 -0.06 0.013
Si 12.61 8.147 33.326 -0.035 -0.007 0.111
Si 13.23 13.946 34.601 0.051 -0.049 -0.061
Si 12.6 15.879 33.415 -0.035 0.048 0.06
Si 18.026 4.328 33.354 0.011 -0.007 0.061
Si 17.984 8.181 33.291 0.166 0.005 0.609
Si 17.89 12.11 33.392 0.033 0.009 0.063
Si 4.656 15.949 28.524 -0.005 -0.073 0.068
Si 5.586 6.26 34.583 0.056 0.018 -0.06
Si 5.553 10.13 34.559 0.02 -0.014 -0.074
Si 5.555 14.001 34.59 0.046 0.008 -0.06
Si 5.58 17.843 34.618 0.058 -0.036 -0.03
Si 9.646 6.264 34.548 -0.029 0.01 -0.071
Si 9.593 10.094 34.547 -0.039 0.022 -0.07
Si 9.592 13.975 34.635 -0.026 -0.048 -0.049
Si 10.249 4.317 33.353 0.047 -0.022 0.049
Si 13.251 6.208 34.52 0.027 0.011 -0.092
Si 13.208 10.08 34.588 0.04 -0.004 -0.075
Si 12.567 12.02 33.395 -0.168 -0.001 0.627
Si 13.235 17.819 34.608 0.055 0.004 -0.019
Si 17.366 6.267 34.555 -0.046 0.026 -0.086
Si 17.303 10.115 34.516 -0.066 -0.008 -0.076
Si 17.319 14.022 34.636 -0.038 0.012 -0.051
Si 17.391 17.89 34.721 -0.073 -0.001 -0.038
Si 19.157 6.28 36.077 0.027 0.017 -0.034
Si 19.112 10.131 36.042 -0.012 0.012 -0.036
Si 19.144 14.01 36.108 -0.004 -0.017 -0.029
Si 19.202 17.86 36.171 0.012 -0.011 -0.041
Si 7.618 6.271 35.804 0 -0.018 0.017
Si 7.576 10.116 35.805 0.015 0.002 -0.003
Si 7.568 13.984 35.847 -0.012 0.005 0.008
Si 7.613 17.827 35.838 0.017 0.014 0.017
Si 11.454 6.25 36.046 0.011 0.008 -0.04
Si 11.399 10.114 36.07 -0.005 0.024 -0.013
Si 11.426 13.959 36.104 -0.006 -0.037 -0.009
Si 11.459 17.82 36.136 0.013 -0.018 -0.067
Si 15.299 6.26 35.762 0.009 0.007 0.016
Si 15.273 10.108 35.778 0 -0.006 0.011
Si 15.269 13.982 35.83 0.008 0.043 0.007
Si 15.289 17.837 35.83 -0.016 -0.02 0.028
Si 19.155 4.398 37.452 -0.003 0.004 0.018
Si 19.139 8.214 37.379 -0.003 0.017 0.029
Si 19.124 12.053 37.383 -0.014 0 0.026
Si 19.157 15.914 37.446 0 -0.013 0.037
Si 7.607 4.365 37.225 0.003 -0.001 0.02
Si 7.595 8.196 37.205 -0.002 0.011 -0.003
Si 7.581 12.04 37.212 0.014 0.007 0.022
Si 7.594 15.906 37.238 0.005 -0.018 0.014
Si 11.439 4.367 37.421 -0.012 -0.01 0.021
Si 11.438 8.179 37.375 -0.002 0.033 0
Si 11.419 12.031 37.404 0.012 -0.005 0.059
Si 11.45 15.883 37.428 -0.003 -0.017 0.013
Si 15.282 4.371 37.215 0.004 -0.006 -0.023
Si 15.287 8.186 37.175 0.005 0.019 0.01
Si 15.278 12.035 37.193 -0.009 -0.01 0.004
Si 15.284 15.907 37.221 0.014 -0.014 0.025
Si 5.737 4.381 38.695 0.014 0.006 0.02
Si 5.713 8.208 38.659 0.014 -0.014 0.015
Si 5.701 12.042 38.662 0.007 0 0.005
Si 5.73 15.902 38.704 0 0.012 0.007
Si 9.476 4.363 38.684 -0.022 -0.008 0.012
Si 9.477 8.191 38.657 -0.022 0.005 0.011
Si 9.457 12.043 38.672 0.005 -0.009 0.011
Si 9.477 15.894 38.682 -0.02 0.003 0.012
Si 13.41 4.372 38.673 0.003 -0.008 0.016
Si 13.407 8.199 38.641 0.032 0.009 0.012
Si 13.401 12.037 38.653 -0.008 -0.004 0.006
Si 13.415 15.894 38.685 0.019 0.008 0.004
Si 17.163 4.368 38.673 -0.009 -0.002 0.008
Si 17.165 8.2 38.642 -0.001 -0.006 0.01
Si 17.158 12.047 38.652 -0.008 -0.001 0.006
Si 17.166 15.903 38.674 0.001 0.006 0.011
Si 15.313 1.889 11.539 0.009 0.014 -0.006
Si 15.261 5.759 11.476 0.002 0.018 -0.012
Si 15.321 9.609 11.513 0.016 0.002 0.001
Si 15.349 13.451 11.549 -0.016 0.015 -0.02
Si 3.819 1.902 11.569 0.005 -0.01 -0.001
Si 3.796 5.733 11.522 0.016 -0.004 -0.014
Si 3.824 9.605 11.503 -0.018 -0.012 -0.002
Si 3.866 13.468 11.572 0.004 -0.011 -0.011
Si 7.579 1.887 11.547 0.015 0.03 -0.006
Si 7.576 5.795 11.524 0.022 -0.02 -0.002
Si 7.603 9.609 11.537 -0.014 -0.016 -0.007
Si 7.64 13.452 11.619 -0.002 0.02 0.007
Si 11.536 1.886 11.567 -0.005 0.007 0.001
Si 11.492 5.77 11.557 0.023 0 0.004
Si 11.563 9.609 11.528 0.015 -0.002 -0.001
Si 11.535 13.43 11.595 -0.005 -0.007 0.007
Si 13.45 1.881 12.99 -0.012 -0.009 0.015
Si 13.412 5.754 12.948 -0.023 -0.004 -0.014
Si 13.46 9.587 12.965 0.009 0.023 0.004
Si 13.469 13.421 12.977 -0.023 -0.042 -0.003
Si 17.248 1.881 12.862 0.017 -0.008 -0.012
Si 17.193 5.735 12.758 -0.012 -0.005 -0.003
Si 1.884 9.635 12.804 0.032 0 -0.028
Si 1.915 13.48 12.86 0.013 0.019 0
Si 5.702 1.904 13.015 -0.009 -0.013 0.009
Si 5.683 5.732 12.95 -0.012 0.017 -0.011
Si 5.689 9.592 12.941 -0.002 0.025 0.016
Si 5.738 13.489 13.049 -0.008 0.012 0.01
Si 9.544 1.874 12.804 -0.014 0.031 -0.005
Si 9.515 5.857 12.83 -0.003 0.004 0
Si 9.594 9.616 12.778 0.019 0.029 -0.003
Si 9.599 13.416 12.946 0.005 -0.015 0.008
Si 13.544 15.326 14.373 -0.002 0.028 0.004
Si 13.394 3.835 14.337 0.034 -0.01 0.004
Si 13.415 7.662 14.354 -0.013 0.004 0
Si 13.53 11.494 14.368 -0.018 0.016 -0.027
Si 17.332 15.371 14.257 -0.019 -0.004 0.029
Si 17.13 3.838 14.123 -0.035 -0.022 0.02
Si 17.221 7.665 14.044 0.01 0.021 0.007
Si 17.327 11.554 14.166 0.015 0.023 0.016
Si 5.744 15.423 14.492 0.016 -0.029 -0.013
Si 5.657 3.839 14.386 0.001 -0.019 -0.019
Si 5.663 7.653 14.306 -0.002 -0.036 -0.019
Si 5.716 11.501 14.342 0.032 0.022 -0.048
Si 9.616 15.392 14.233 -0.007 -0.05 0.004
Si 9.439 3.86 14.007 -0.034 -0.038 -0.006
Si 9.574 7.799 14.21 -0.002 -0.002 -0.011
Si 9.609 11.416 14.239 0.022 0.03 -0.053
Si 15.518 15.289 15.745 -0.05 -0.026 0.023
Si 15.346 3.79 15.699 -0.035 0.03 0.053
Si 15.912 5.758 16.9 -0.031 -0.045 -0.039
Si 15.539 11.521 15.674 -0.094 -0.054 0.047
Si 3.74 15.447 15.827 0.039 0.045 0.084
Si 2.923 2.084 16.909 -0.196 -0.297 -0.583
Si 4.466 9.222 18.586 -0.383 0.117 -0.574
Si 3.76 11.556 15.668 0.022 -0.01 0.04
Si 7.794 15.383 15.736 -0.068 -0.054 0.034
Si 8.285 5.821 16.725 0.333 -0.158 -0.55
Si 7.652 7.747 15.574 -0.053 -0.039 0.029
Si 7.686 11.343 15.614 -0.033 0.053 0.01
Si 11.551 15.276 15.596 0.016 -0.382 -0.38
Si 11.287 3.952 15.367 0.073 0.1 -0.036
Si 11.552 9.567 17.135 -0.08 -0.087 -0.721
Si 11.538 11.367 15.618 0.032 0.032 0.009
Si 15.878 17.245 17.025 -0.039 -0.058 -0.042
Si 15.445 7.65 15.563 -0.014 0.024 0.058
Si 16.109 9.551 16.817 0.141 -0.055 -0.638
Si 16.23 13.355 17.02 0.015 0.043 -0.065
Si 3.57 3.887 15.555 0.048 0.009 0.029
Si 3.011 5.781 16.857 -0.027 0.056 -0.035
Si 3.625 7.646 15.519 0.03 0.013 -0.01
Si 3.269 13.448 17.047 -0.196 0.084 -0.574
Si 8.397 1.981 16.918 0.131 0.018 -0.084
Si 7.704 3.827 15.599 -0.049 -0.003 0.063
Si 7.386 9.515 17.161 0.52 -0.048 -0.146
Si 8.122 13.275 16.818 -0.269 0.164 -0.819
Si 10.67 4.557 21.426 -0.136 -0.033 0.097
Si 10.739 5.768 16.752 -0.079 -0.003 -0.041
Si 11.439 7.711 15.686 0.065 -0.005 0.014
Si 12.687 13.128 19.58 -0.041 0.021 -0.081
Si 15.606 13.471 19.289 0.238 -0.174 -0.576
Si 14.567 5.986 18.869 0.319 -0.051 -0.513
Si 8.909 9.398 18.945 -0.39 -0.037 -0.606
Si 15.014 16.619 19.199 0.128 0.314 -0.657
Si 4.385 17.331 19.471 0.014 0.057 -0.046
Si 3.989 6.117 18.961 -0.194 -0.159 -0.596
Si 3.11 9.572 16.756 0.009 0.005 -0.001
Si 4.488 14.391 19.765 -0.068 -0.172 -0.184
Si 7.465 2.282 19.011 0.211 -0.153 -0.653
Si 6.926 5.304 19.432 -0.098 0.119 -0.087
Si 6.379 9.532 22.62 -0.011 -0.077 -0.034
Si 7.36 13.663 19.613 0.021 0.007 -0.011
Si 10.798 2.407 17.011 -0.597 0.313 -0.368
Si 11.637 4.764 18.646 -0.124 0.274 -0.56
Si 14.093 9.1 18.949 0.082 -0.045 -0.04
Si 11.242 13.323 16.794 0.209 0.003 -0.684
Si 10.529 13.138 28.218 0.071 0.614 0.377
Si 13.152 12.877 26.726 -0.006 0.097 0.102
Si 17.44 14.254 24.22 0.008 -0.095 -0.128
Si 16.662 12.18 21.92 -0.061 -0.017 -0.104
Si 8.073 3.356 22.822 0.101 0.008 0.01
Si 16.924 5.537 20.957 -0.034 0.125 -0.208
Si 4.686 14.711 22.673 -0.003 0.051 -0.113
Si 9.306 15.723 20.551 0.111 0.021 -0.016
Si 8.023 7.49 21.157 0.106 0.026 0.02
Si 5.417 8.179 25.295 -0.046 -0.001 -0.053
Si 8.631 5.13 25.19 0.303 -0.518 0.309
Si 16.632 17.047 24.571 -0.04 0.169 0.064
Si 10.271 6.868 23.291 -0.16 0.029 -0.017
Si 11.112 11.665 21.622 0.041 -0.03 -0.018
Si 12.427 16.002 20.486 -0.054 0.044 -0.078
Si 9.103 13.552 25.476 0.11 0.042 0.071
Si 11.67 12.143 24.335 0.037 -0.033 0.061
Si 16.511 15.464 30.86 -0.065 0.103 0.114
Si 15.884 2.873 21.777 -0.153 -0.049 -0.027
Si 11.946 9.484 23.282 -0.046 -0.037 -0.084
Si 9.166 3.126 26.338 -0.144 0.585 -0.293
Si 14.644 9.824 21.863 0.017 0.002 -0.04
Si 4.064 2.929 25.01 -0.025 -0.02 -0.085
Si 6.228 13.801 25.088 -0.049 0.087 0.042
Si 12.984 2.783 22.405 -0.022 0.009 0.11
Si 17.069 9.211 28.258 0.039 -0.049 0.144
Si 19.083 13.458 26.744 0.094 0.161 0.05
Si 10.419 4.499 28.572 0.033 -0.038 0.13
Si 11.679 17.228 24.789 -0.054 0.072 0.115
Si 6.495 16.721 26.331 0.08 0.034 0.08
Si 5.19 17.804 22.24 -0.005 -0.115 0.068
Si 15.215 18.109 27.052 -0.054 -0.068 0.002
Si 8.213 11.458 21.296 -0.02 -0.146 -0.028
Si 13.101 15.907 27.156 -0.033 0.043 0.005
Si 9.384 15.996 23.536 -0.044 0.034 -0.06
Si 4.032 5.842 26.215 0.162 -0.003 0.077
Si 14.423 10.602 28.113 -0.067 -0.077 0.057
Si 17.103 8.057 22.55 0.043 0.08 0.022
Si 3.659 10.102 21.442 -0.122 -0.079 -0.137
Si 12.929 7.983 28.398 0.096 -0.056 0.043
Si 18.909 11.331 28.905 0.082 -0.014 0.053
Si 17.536 17.592 29.003 -0.026 -0.03 0.093
Si 10.017 7.486 28.36 0.006 0.014 0.094
Si 11.231 15.087 29.284 -0.187 -0.508 -0.115
Si 7.449 7.28 27.144 0.043 -0.027 -0.049
Si 5.461 6.158 29.053 -0.033 -0.005 -0.034
Si 17.864 8.175 25.551 0.124 -0.05 -0.07
Si 13.426 4.885 28.332 -0.026 0.011 0.127
Si 15.372 13.465 0.664 -0.017 0.005 0.013
Si 15.371 1.932 0.663 -0.015 -0.015 0.018
Si 15.361 5.756 0.648 -0.01 0.003 0.008
Si 15.365 9.594 0.655 -0.007 -0.005 0.011
Si 3.767 13.453 0.656 0.02 -0.002 0.014
Si 3.763 1.916 0.658 0.015 -0.003 0.017
Si 3.761 5.746 0.644 0.02 0.005 0.011
Si 3.76 9.597 0.655 0.015 -0.003 0.013
Si 7.674 13.459 0.648 -0.026 -0.003 0.014
Si 7.673 1.923 0.647 -0.029 -0.002 0.013
Si 7.67 5.749 0.635 -0.008 -0.002 0.01
Si 7.673 9.59 0.645 -0.011 0.004 0.011
Si 11.455 13.459 0.651 0.013 -0.015 0.008
Si 11.454 1.922 0.647 0.023 0.001 0.009
Si 11.452 5.753 0.632 0.011 -0.002 0.007
Si 11.452 9.6 0.642 0.019 0.001 0.009
Si 1.876 13.457 2.048 -0.003 0.002 0.004
Si 1.874 1.922 2.049 -0.002 0.008 0.009
Si 1.869 5.754 2.037 0.002 -0.008 0.009
Si 1.869 9.597 2.044 0 -0.005 0.002
Si 5.723 13.455 1.986 0.001 0.005 -0.01
Si 5.721 1.916 1.986 0.002 0.004 -0.01
Si 5.718 5.753 1.978 0.003 -0.004 -0.01
Si 5.72 9.599 1.983 0.002 0.003 -0.013
Si 9.564 13.456 2.039 -0.002 0 0.001
Si 9.564 1.92 2.037 0.004 0.008 0.006
Si 9.562 5.755 2.028 -0.001 -0.007 0.003
Si 9.563 9.598 2.036 0.001 -0.003 -0.002
Si 13.41 13.458 1.986 0.002 0.007 -0.012
Si 13.407 1.917 1.985 0.002 -0.009 -0.012
Si 13.403 5.755 1.979 0 -0.009 -0.013
Si 13.406 9.601 1.983 -0.004 -0.003 -0.015
Si 1.874 15.382 3.395 0.002 0.005 0.004
Si 1.87 3.839 3.4 0 -0.012 0.006
Si 1.871 7.675 3.394 0.01 0.003 0.001
Si 1.87 11.527 3.388 -0.004 0.003 -0.003
Si 5.723 15.378 3.357 -0.002 -0.001 0.001
Si 5.72 3.836 3.359 -0.001 -0.003 0
Si 5.72 7.676 3.355 0.001 -0.002 -0.001
Si 5.722 11.527 3.351 0 -0.002 0
Si 9.564 15.381 3.387 0 -0.002 0.002
Si 9.562 3.839 3.391 0.002 -0.002 0.005
Si 9.563 7.676 3.388 0.003 0 0.002
Si 9.562 11.528 3.383 -0.001 0.002 0.002
Si 13.408 15.38 3.357 -0.003 0.001 0.003
Si 13.404 3.836 3.359 0 -0.003 -0.001
Si 13.405 7.678 3.356 0.003 0.003 -0.001
Si 13.409 11.529 3.351 0.001 0.001 0
Si 15.327 15.379 4.734 0.012 -0.007 -0.002
Si 15.322 3.832 4.737 0.017 0 0.002
Si 15.325 7.679 4.735 0.018 -0.006 0.002
Si 15.327 11.53 4.731 0.016 0.002 0
Si 3.806 15.379 4.735 -0.014 -0.001 0.002
Si 3.803 3.833 4.738 -0.009 0.008 0.003
Si 3.804 7.679 4.736 -0.011 -0.004 0.004
Si 3.803 11.53 4.726 -0.022 -0.001 -0.005
Si 7.639 15.377 4.737 0.019 0.001 -0.003
Si 7.636 3.834 4.74 0.022 -0.001 0.002
Si 7.636 7.678 4.738 0.018 0.001 0.002
Si 7.637 11.529 4.734 0.015 0.001 0.002
Si 11.49 15.378 4.735 -0.019 -0.001 -0.003
Si 11.488 3.834 4.74 -0.013 -0.005 0.002
Si 11.49 7.68 4.739 -0.016 -0.004 0.004
Si 11.49 11.531 4.729 -0.023 0 -0.002
Si 15.339 13.454 6.091 -0.016 0.003 0
Si 15.328 1.909 6.103 -0.013 -0.001 0.003
Si 15.33 5.753 6.096 -0.014 -0.007 0.001
Si 15.336 9.608 6.094 -0.014 0.003 -0.001
Si 3.798 13.452 6.09 0.019 -0.008 -0.005
Si 3.8 1.91 6.102 0.013 0.001 0.005
Si 3.794 5.754 6.096 0.016 -0.003 0.003
Si 3.796 9.61 6.089 0.019 0.007 -0.003
Si 7.649 13.453 6.098 -0.018 0.001 -0.001
Si 7.647 1.909 6.104 -0.018 -0.001 0
Si 7.644 5.756 6.104 -0.021 -0.005 0.001
Si 7.645 9.607 6.098 -0.02 -0.005 0.002
Si 11.483 13.452 6.095 0.021 0.003 -0.002
Si 11.479 1.909 6.103 0.018 -0.003 -0.003
Si 11.48 5.756 6.103 0.018 -0.003 0.002
Si 11.481 9.611 6.094 0.024 0.006 0.002
Si 1.877 13.454 7.46 -0.008 0.002 0
Si 1.872 1.904 7.463 -0.001 0 0.008
Si 1.869 5.748 7.46 0.013 0.003 -0.003
Si 1.877 9.61 7.46 0.006 -0.005 -0.001
Si 5.721 13.454 7.444 -0.009 0.004 -0.005
Si 5.725 1.906 7.459 0.015 0.001 0.002
Si 5.716 5.752 7.451 0.001 0.004 0.001
Si 5.716 9.617 7.446 -0.008 -0.008 -0.004
Si 9.567 13.451 7.477 -0.007 -0.001 0
Si 9.564 1.904 7.486 0.005 0 -0.007
Si 9.563 5.753 7.482 0.011 0 0.002
Si 9.564 9.612 7.475 -0.006 0.001 -0.001
Si 13.412 13.454 7.439 -0.005 -0.003 -0.004
Si 13.4 1.902 7.457 -0.017 -0.003 -0.001
Si 13.407 5.75 7.45 0.011 0.005 0.002
Si 13.407 9.615 7.442 0.001 -0.004 -0.001
Si 1.88 15.371 8.838 0.007 -0.008 0.006
Si 1.869 3.823 8.831 -0.003 0.007 -0.002
Si 1.87 7.677 8.815 -0.003 -0.004 -0.005
Si 1.887 11.536 8.831 -0.003 0 0.007
Si 5.723 15.365 8.811 0 -0.019 -0.005
Si 5.721 3.829 8.811 0 0.009 0.001
Si 5.701 7.687 8.784 0.006 0.004 -0.007
Si 5.731 11.541 8.807 -0.003 0.005 -0.001
Si 9.568 15.366 8.86 0.002 0.011 0.005
Si 9.561 3.826 8.857 -0.003 -0.006 0.005
Si 9.563 7.686 8.84 -0.005 -0.008 0.014
Si 9.568 11.533 8.856 0.004 0.004 0.008
Si 13.406 15.361 8.81 0.006 -0.003 -0.004
Si 13.394 3.825 8.809 0.008 -0.006 -0.002
Si 13.405 7.686 8.782 0.004 0.008 -0.004
Si 13.421 11.541 8.799 0.004 0.013 -0.006
Si 15.318 15.362 10.174 0.002 0.002 -0.004
Si 15.306 3.811 10.167 0.023 0.005 -0.015
Si 15.311 7.692 10.145 0.028 -0.012 -0.017
Si 15.33 11.539 10.171 0.009 -0.01 -0.012
Si 3.824 15.376 10.193 -0.022 -0.011 -0.015
Si 3.812 3.81 10.179 -0.018 0.001 -0.012
Si 3.803 7.668 10.167 -0.014 0.006 -0.012
Si 3.831 11.55 10.184 -0.007 0.001 -0.009
Si 7.619 15.349 10.202 -0.004 -0.001 0.008
Si 7.617 3.835 10.203 0.027 -0.01 0.004
Si 7.598 7.701 10.156 0.008 0.002 -0.006
Si 7.622 11.549 10.209 0.018 -0.007 0.004
Si 11.514 15.352 10.21 -0.022 -0.019 -0.003
Si 11.501 3.826 10.211 -0.009 -0.009 0.004
Si 11.517 7.68 10.176 0 0.017 -0.002
Si 11.526 11.538 10.186 -0.008 -0.009 -0.005
O 17.517 8.122 31.708 0.146 0.432 -0.282
O 17.215 16.296 32.047 0.084 0.397 -0.016
O 7.662 4.562 31.259 -0.023 0.62 0.08
O 7.56 7.841 31.275 -0.124 -0.558 -0.026
O 5.423 12.18 31.8 -0.104 0.247 -0.057
O 7.483 11.908 30.234 -0.152 0.376 -0.209
O 7.505 15.654 31.221 0.03 -0.409 0.019
O 9.59 12.244 31.822 -0.142 0.461 -0.02
O 15.482 3.738 31.599 0.018 -0.014 0.247
O 15.074 7.258 31.242 -0.185 -0.61 0.382
O 13.042 11.982 31.816 -0.323 0.337 -0.253
O 15.55 12.126 31.091 -0.086 0.241 0.091
O 14.928 15.331 31.132 0.085 -0.344 -0.062
O 11.587 16.379 16.841 0.383 -0.014 0.031
O 14.43 3.456 22.189 -0.066 0.638 0.023
O 15.553 9.513 18.375 0.487 0.072 0.425
O 3.429 2.644 18.389 0.052 0.384 0.054
O 5.899 17.268 18.918 0.082 -0.25 -0.229
O 5.309 5.234 19.333 -0.171 -0.488 0.331
O 18.421 8.659 21.831 0.165 -0.326 -0.215
O 6.085 14.639 19.626 0.249 0.632 -0.258
O 3.889 13.419 18.606 0.21 -0.11 0.417
O 7.52 6.089 18.156 -0.214 0.611 -0.053
O 5.932 9.585 17.962 0.157 0.395 0.152
O 7.288 12.939 18.177 -0.481 -0.286 0.123
O 9.687 13.27 17.287 0.099 0.205 0.511
O 13.378 16.661 19.328 -0.253 0.341 -0.398
O 11.336 3.167 18.365 -0.029 -0.418 0.627
O 13.251 4.995 18.901 0.187 -0.224 -0.149
O 12.971 9.675 17.938 -0.001 0.391 0.068
O 8.583 10.598 19.979 -0.113 0.217 0.01
O 12.194 13.505 18.099 0.309 0.152 0.055
O 14.219 12.643 19.489 -0.025 -0.461 0.093
O 17.698 18.659 30.201 0.674 -0.098 -0.119
O 17.039 5.731 30.585 0.049 -0.052 -0.257
O 18.554 9.783 28.569 0.432 -0.426 -0.126
O 18.037 11.65 30.217 0.226 -0.344 -0.049
O 5.099 6.576 25.215 0.4 -0.468 -0.588
O 17.231 14.033 30.789 0.186 -0.067 -0.346
O 16.774 16.255 29.492 -0.323 -0.165 -0.45
O 19.015 17.201 28.496 0.139 0.229 -0.434
O 3.844 4.316 25.791 -0.337 -0.098 0.022
O 5.153 7.368 30.104 -0.61 -0.061 0.055
O 6.67 3.06 22.086 -0.034 0.004 -0.496
O 5.076 11.62 29.222 0.412 0.187 -0.657
O 5.955 9.801 30.794 -0.176 0.139 -0.188
O 6.358 8.351 26.606 -0.162 0.373 0.165
O 10.165 4.539 30.162 0.462 0.335 0.173
O 9.827 7.557 29.963 0.241 -0.333 0.026
O 9.139 9.934 30.68 0.292 -0.016 -0.078
O 9.028 17.779 31.089 0.15 0.119 -0.129
O 9.878 15.605 30.014 -0.171 -0.042 -0.346
O 12.959 8.177 30.006 -0.382 0.121 0.154
O 13.81 4.662 29.891 0.248 0.502 -0.122
O 9.471 13.63 27.059 -0.146 0.065 0.204
O 13.682 11.2 29.426 -0.503 0.398 0.016
O 14.269 11.735 26.975 0.339 -0.151 -0.143
O 13.486 17.561 30.784 -0.227 0.037 -0.36
O 12.453 15.082 30.362 -0.034 -0.548 -0.11
O 11.797 12.427 27.493 -0.139 -0.34 -0.07
O 15.727 17.423 20.408 0.174 -0.098 0.137
O 13.949 7.489 18.979 -0.288 -0.02 -0.239
O 15.529 5.756 20.155 -0.229 -0.154 0.429
O 16.791 13.167 23.206 -0.17 0.096 0.314
O 13.932 9.742 20.412 -0.545 0.218 0.179
O 15.43 15.071 19.447 0.11 -0.068 0.146
O 7.586 10.615 22.527 0.175 0.223 0.553
O 16.949 4.032 21.49 0.677 -0.337 0.223
O 4.463 7.67 19.068 0.36 -0.006 0.076
O 3.787 15.833 19.606 -0.462 0.174 0.039
O 4.294 13.914 21.305 -0.187 -0.599 0.332
O 7.557 3.839 19.407 0.236 0.121 0.255
O 7.431 6.036 20.78 0.082 -0.182 0.257
O 7.189 12.611 20.823 -0.35 0.022 0.405
O 10.947 16.354 23.65 0.384 -0.095 -0.565
O 11.877 3.506 21.497 -0.071 -0.251 -0.347
O 9.471 3.38 27.917 -0.367 -0.445 0.252
O 12.981 16.634 21.876 0.347 -0.499 0.391
O 9.83 6.096 24.641 0.303 -0.055 0.256
O 11.741 11.968 20.177 -0.178 -0.117 -0.19
O 10.385 9.554 18.281 -0.056 0.002 0.355
O 12.642 14.408 20.553 0.147 -0.029 0.461
O 16.412 15.44 24.631 -0.585 -0.047 0.02
O 18.11 17.424 25.129 0.006 -0.382 0.129
O 17.02 6.482 22.258 -0.162 -0.252 0.326
O 5.732 13.831 23.542 0.188 -0.623 -0.24
O 7.606 12.969 25.257 -0.122 -0.472 0.189
O 15.326 11.272 22.125 -0.2 0.193 0.399
O 5.052 15.54 30.051 -0.283 -0.278 -0.144
O 10.044 5.931 27.939 -0.129 -0.127 -0.409
O 6.497 15.326 25.537 0.24 0.001 -0.343
O 18.022 6.618 25.97 -0.454 -0.281 0.078
O 3.956 8.875 25.463 0.017 0.751 -0.167
O 11.788 16.075 28.101 -0.306 0.493 -0.122
O 7.812 4.531 23.908 -0.264 0.175 -0.257
O 13.534 9.432 22.971 0.12 -0.129 0.339
O 11.191 10.075 21.958 -0.213 -0.441 -0.367
O 18.714 14.943 23.503 -0.005 0.232 0.021
O 10.826 16.19 20.225 -0.171 0.161 -0.154
O 11.938 12.457 22.768 0.467 0.348 -0.139
O 10.195 12.616 24.766 -0.274 -0.355 -0.014
O 5.363 17.634 25.656 -0.041 0.166 0.217
O 10.54 17.909 25.702 0.23 -0.019 -0.086
O 8.977 7.41 22.466 -0.079 0.236 0.241
O 15.978 10.385 28.494 0.175 0.387 0.07
O 9.586 12.153 21.759 -0.233 0.567 0.013
O 16.467 17.419 23.014 0.207 -0.182 -0.148
O 14.525 9.78 31.453 0.41 0.111 0.202
O 15.804 8.72 21.887 0.013 -0.171 -0.163
O 12.819 12.914 25.15 0.277 0.261 -0.281
O 18.539 12.245 27.643 -0.275 -0.261 -0.18
O 7.931 17.454 26.319 -0.053 -0.153 0.253
O 12.65 16.294 25.661 0.06 -0.402 -0.158
O 6.052 16.414 27.853 0.379 0.155 0.337
O 13.809 9.152 27.701 0.015 -0.128 -0.337
O 17.12 8.333 24.135 -0.538 0.043 0.036
O 15.537 17.828 25.486 -0.342 0.162 -0.254
O 11.956 4.23 28.171 -0.027 -0.353 -0.495
O 16.965 8.851 26.693 -0.529 0.247 -0.358
O 11.296 8.06 23.65 0.211 0.038 0.145
O 5.32 16.187 22.406 0.158 -0.256 -0.117
O 11.398 8.183 27.923 -0.054 0.42 -0.547
O 8.772 8.121 27.553 0.143 0.43 -0.054
O 16.717 7.953 29.215 0.085 -0.417 -0.413
O 8.846 8.061 19.879 0.406 -0.356 -0.222
O 12.589 2.903 23.975 0.303 0.493 0.131
O 7.695 6.143 26.028 -0.135 -0.146 -0.282
O 4.447 6.013 27.789 -0.169 -0.193 0.235
O 5.099 13.112 26.013 0.119 -0.354 -0.004
O 6.234 8.79 24.048 0.226 0.143 0.014
O 5.004 10.303 22.307 0.078 0.536 0.315
O 16.573 12.985 20.508 0.383 -0.167 0.051
O 14.42 4.116 27.311 -0.06 0.418 -0.283
O 19.337 14.749 27.698 -0.289 0.073 0.152
O 11.733 10.524 24.513 -0.022 -0.316 0.691
O 8.775 14.452 19.699 0.231 -0.21 -0.33
O 9.856 12.038 29.198 0.274 -0.183 -0.042
O 6.928 6.484 28.454 0.574 -0.092 0.406
O 9.275 3.849 21.848 -0.118 0.033 -0.364
O 17.94 13.626 25.618 -0.462 -0.373 0.052
O 8.521 17.373 23.582 -0.13 0.001 0.22
O 14.304 16.883 27.617 0.026 -0.113 0.518
O 13.439 6.482 28.025 0.286 0.045 -0.288
O 13.609 14.359 27.201 0.49 0.028 0.184
O 5.438 4.785 29.905 -0.178 -0.297 -0.291
O 11.044 5.791 22.385 0.431 0.228 0.132
O 6.739 8.421 21.495 -0.563 0.024 -0.274
O 8.287 16.92 20.194 0.069 0.321 0.27
O 9.09 15.015 24.774 -0.321 0.227 0.248
O 6.03 17.831 30.906 -0.019 -0.007 -0.078
O 18.205 5.825 20.032 0.03 -0.287 -0.026
O 4.393 3.133 23.441 -0.201 0.304 -0.106
O 4.086 10.133 19.878 -0.041 0.662 -0.178
O 4.361 2.711 20.883 -0.346 0.54 0.098
O 10.686 5.133 19.918 -0.478 0.163 0.128
O 17.976 11.241 21.822 -0.015 -0.072 0.174
O 16.624 18.209 27.83 0.061 0.426 -0.355
O 9.143 15.306 22.104 -0.248 -0.553 0.077

Results
total energy: -108646.310 eV
total energy less fixed offsets of O -438.35, Si -107.03 eV per atom: 0.030 eV
